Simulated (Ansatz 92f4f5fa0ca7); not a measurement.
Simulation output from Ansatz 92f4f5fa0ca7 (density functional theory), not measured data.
Periodic cell of 234 atoms, Si141O87As6, from a study of silicon, its oxide and their interface. The atomic structure is a simulated model.
Doubt: the cutoff is far below the 930 eV that the study's wrapper takes by default for these files, so forces and energies are approximate.
This geometry differs little from another in the collection (a relaxation step or a small displacement).

Settings
functional: PBE
potential files: Ansatz PAW
basis: plane waves
wave-function cutoff: 580 eV
density cutoff ratio: 5
exchange-correlation grid ratio: 1
k mesh: 1 x 1 x 1, Gamma-centred
self-consistency stop: 5e-08 eV per atom in the density residual
occupations: fixed
spin: none
net charge: 0

Cell vectors (angstrom)
a	11.6015	0	0
b	0	10.938	0
c	0	0	32.855

Atoms: element, x, y, z (angstrom)
As	0.0544	-0.0477	23.9086
Si	3.8026	0.0867	24.2911
Si	7.7592	-0.2138	24.1489
Si	1.8786	1.4965	24.3669
Si	5.8921	1.1919	24.1197
Si	9.6416	1.3187	24.0181
As	-0.0322	5.4608	23.8523
Si	3.9371	5.3825	24.3712
As	7.6186	5.4376	23.9641
Si	2.0097	6.7725	24.1736
Si	5.6945	6.9121	24.4218
Si	9.5556	6.8737	24.0883
Si	1.839	2.8028	26.2611
Si	5.8452	2.6794	26.026
Si	9.632	2.7849	25.9506
Si	-0.0537	4.2273	26.0013
Si	3.8735	3.964	26.1866
Si	7.6944	4.1677	26.0302
Si	1.9434	8.238	26.0647
Si	5.8346	8.3182	26.2521
Si	9.711	8.2243	26.0445
Si	0.0193	9.6474	26.018
Si	3.8665	9.6282	26.196
Si	7.805	9.5814	26.1891
Si	-0.034	0.0003	28.0067
Si	3.8594	0.0558	28.0804
Si	7.7713	0.0543	28.0589
Si	1.8854	1.3511	28.0919
Si	5.824	1.3752	28.0125
Si	9.6789	1.4414	27.9639
Si	-0.0208	5.4799	28.0066
Si	3.869	5.4722	28.0215
Si	7.7454	5.4709	28.0073
Si	1.9202	6.8423	27.9959
Si	5.8091	6.8186	28.06
Si	9.6775	6.8522	27.9964
Si	1.9336	2.7345	29.9558
Si	5.8008	2.7345	29.9558
Si	9.6679	2.7345	29.9558
Si	0	4.1018	29.9558
Si	3.8672	4.1018	29.9558
Si	7.7343	4.1018	29.9558
Si	1.9336	8.2035	29.9558
Si	5.8008	8.2035	29.9558
Si	9.6679	8.2035	29.9558
Si	0	9.5708	29.9558
Si	3.8672	9.5708	29.9558
Si	7.7343	9.5708	29.9558
Si	0	0	31.8894
Si	3.8672	0	31.8894
Si	7.7343	0	31.8894
Si	1.9336	1.3673	31.8894
Si	5.8008	1.3673	31.8894
Si	9.6679	1.3673	31.8894
Si	0	5.469	31.8894
Si	3.8672	5.469	31.8894
Si	7.7343	5.469	31.8894
Si	1.9336	6.8362	31.8894
Si	5.8008	6.8362	31.8894
Si	9.6679	6.8362	31.8894
Si	1.9336	2.7345	0.9679
Si	5.8008	2.7345	0.9679
Si	9.6679	2.7345	0.9679
Si	0	4.1018	0.9679
Si	3.8672	4.1018	0.9679
Si	7.7343	4.1018	0.9679
Si	1.9336	8.2035	0.9679
Si	5.8008	8.2035	0.9679
Si	9.6679	8.2035	0.9679
Si	0	9.5708	0.9679
Si	3.8672	9.5708	0.9679
Si	7.7343	9.5708	0.9679
Si	-0.0141	-0.0311	2.9323
Si	3.8558	-0.0016	2.8816
Si	7.731	-0.0391	2.9636
Si	1.9177	1.3577	2.9078
Si	5.796	1.3309	2.8601
Si	9.6585	1.3363	2.8937
Si	-0.0153	5.4803	2.8736
Si	3.8733	5.4451	2.9399
Si	7.7249	5.4722	2.901
Si	1.9387	6.7951	2.8585
Si	5.7925	6.8356	2.9298
Si	9.6541	6.8442	2.9478
Si	1.9316	2.7253	4.8297
Si	5.7676	2.6782	4.7601
Si	9.6707	2.7294	4.7968
Si	-0.0059	4.1078	4.7849
Si	3.8615	4.0956	4.9207
Si	7.7028	4.0461	4.7913
Si	1.9533	8.1617	4.7583
Si	5.7874	8.186	4.8972
Si	9.6462	8.1112	4.9914
Si	0.0041	9.4913	4.8641
Si	3.856	9.5606	4.7825
Si	7.7347	9.5159	4.9464
Si	0.1118	0.0145	6.7257
As	3.813	-0.1926	6.8558
Si	7.7122	0.006	6.8482
As	1.9744	1.5239	6.9088
As	5.696	1.4186	6.791
Si	9.7067	1.3261	6.7003
Si	0.0051	5.4776	6.7213
Si	3.8473	5.4709	6.9396
Si	7.5988	5.2951	6.797
Si	1.9185	6.8851	6.7464
Si	5.7776	6.8279	6.8705
Si	9.5457	6.6568	6.968
O	0.2443	10.1315	8.1778
O	5.8449	7.7465	8.2931
O	9.7642	2.3186	8.0393
O	7.3358	4.1543	7.9969
O	3.9447	4.6235	8.3979
O	11.8491	4.3468	7.9361
O	7.8256	10.2192	8.3987
O	1.9283	8.0531	7.9448
O	9.3879	7.4882	8.4414
O	7.2002	7.6369	20.9728
O	3.6207	9.9776	23.0244
O	6.188	1.7841	22.5701
O	1.9081	2.7624	23.2438
O	9.5522	2.2639	22.6333
O	7.5292	9.6136	22.9001
O	2.4673	7.5978	22.774
O	4.48	4.731	22.9119
O	9.3448	7.7043	22.6404
Si	4.4339	4.6756	21.2756
Si	2.8067	3.3386	15.7285
Si	5.2769	1.9503	21.2325
Si	14.8252	9.0187	11.0462
Si	-1.275	5.2324	14.6593
Si	5.4304	7.4523	9.8519
Si	6.5861	-0.9505	14.9038
Si	13.3372	7.1987	13.072
Si	2.1781	4.5325	11.526
Si	-1.6871	10.6598	19.935
Si	6.0241	9.6481	11.7505
Si	10.2294	7.1768	9.8179
Si	14.7399	9.3666	19.7196
Si	13.0464	6.1436	15.8616
Si	8.2432	8.6133	21.808
Si	9.7503	2.3092	9.6782
Si	11.5983	4.4569	9.5378
Si	-3.2398	15.382	19.103
Si	6.7551	8.7053	17.6748
Si	11.234	4.6541	19.5351
Si	10.2097	7.5607	12.7369
Si	6.317	6.7507	19.8802
Si	4.6925	4.5403	9.8587
Si	12.2214	3.0525	13.4999
Si	-0.9621	12.3799	15.2309
Si	9.8113	-2.2276	17.7293
Si	0.8799	7.251	18.7145
Si	-1.9065	9.6047	14.9271
Si	7.8704	11.2018	9.7293
Si	9.6003	13.615	21.057
Si	5.5482	1.8723	15.9678
Si	1.0925	11.4883	20.0751
Si	7.2175	3.1966	9.3064
Si	2.4205	2.7044	21.6938
Si	5.375	0.1967	18.6125
Si	0.8808	13.2954	17.6672
Si	1.0684	8.9757	8.9821
Si	15.4347	-2.4634	22.4591
Si	8.3351	14.176	16.1531
O	8.2834	3.4998	17.7673
O	11.8102	7.3639	12.5524
O	5.8493	7.6807	18.5949
O	4.0555	8.6337	20.849
O	4.2933	2.7637	15.4144
O	7.0738	10.7076	11.0639
O	9.5574	1.3043	20.1426
O	5.2523	1.4067	17.5185
O	6.7847	2.921	15.7664
O	8.1926	10.2131	15.0164
O	9.645	6.4039	13.7472
O	4.9768	6.0459	20.5671
O	9.3908	0.7743	10.1825
O	2.859	4.1542	21.0224
O	8.5758	3.351	10.2087
O	13.8897	16.6698	12.6191
O	5.7943	3.3748	10.0263
O	1.9723	8.3264	19.2651
O	1.5789	6.7998	17.3245
O	5.4041	3.4873	20.6946
O	-0.3646	4.3505	13.6291
O	12.2239	5.9566	19.7132
O	5.6315	0.8682	20.0786
O	6.2349	9.4965	13.3707
O	3.6705	4.1702	11.053
O	10.8714	3.7269	20.853
O	12.8356	1.9541	20.8808
O	9.133	12.8583	15.6154
O	3.7304	1.7319	21.7029
O	9.063	4.51	15.4066
O	1.7967	7.2498	14.7027
O	4.0928	10.0846	18.5815
O	10.4445	16.4981	9.8475
O	2.4021	-0.3086	20.4102
O	5.8065	0.4746	15.1345
O	3.863	7.8256	10.1273
O	9.8347	10.2434	18.3458
O	-1.7072	8.9889	13.4427
O	10.759	10.7804	15.2268
O	5.1845	7.7946	23.0816
O	11.6258	8.0045	9.7566
O	-0.4427	2.9861	10.1331
O	-0.1436	5.7054	15.7525
O	13.9917	13.6414	17.1744
O	-5.3463	8.8569	16.0898
O	9.5157	7.5584	11.2479
O	8.3217	3.5167	20.4642
O	-1.5516	8.5529	16.1197
O	11.1708	1.8281	13.7229
O	11.9093	3.6461	18.4563
O	-0.6029	7.9065	18.4926
O	2.0433	9.6702	10.1161
O	2.582	4.9608	15.7739
O	-3.3204	8.1456	17.8967
O	-1.8029	5.2273	19.0018
O	-0.0563	2.124	16.3778
O	12.954	5.0168	10.2185
O	4.4458	10.0505	11.4462
O	5.5803	5.8734	10.1502
O	1.4288	3.2034	12.1019
O	13.429	2.8206	14.555
O	7.1835	5.5382	19.2202
O	12.5236	11.9068	18.5095
O	11.442	-0.3936	20.5032
O	7.1707	1.58	9.0653
O	9.002	9.5969	20.7547
O	6.3313	8.2428	10.9608
O	2.6301	8.4034	12.4408
O	6.6914	-0.7135	18.2904

Results
free energy: -168248.794 eV
free energy less fixed offsets of As -4856.12, O -568.88, Si -635.61 eV per atom: 1.496 eV

Forces (eV/angstrom), in the order of the atoms: element, x, y, z
As	0.0017	0.001	-0.0077
Si	0.0169	-0.0143	0.0077
Si	-0.0027	0.0139	-0.0007
Si	0.0035	-0.0088	0.0204
Si	-0.0097	0.0075	0.008
Si	-0.0055	-0.0167	0.0014
As	-0.004	0.0115	0.0009
Si	0.0352	0.0383	-0.0004
As	-0.0007	0.0016	-0.0093
Si	-0.009	-0.0227	-0.0071
Si	-0.0292	-0.018	0.0101
Si	0.0129	-0.0175	-0.0142
Si	0.0226	-0.0077	-0.0167
Si	0.0043	-0.0022	-0.0435
Si	0	-0.0016	-0.0138
Si	0.0026	-0.001	-0.0091
Si	-0.0352	-0.0231	0.0015
Si	0.0003	-0.0118	-0.0107
Si	0.0165	-0.001	-0.0125
Si	-0.0073	-0.0073	-0.0247
Si	-0.0109	0.0173	-0.016
Si	-0.0049	-0.0147	-0.0093
Si	0.0148	-0.0052	-0.0232
Si	0.021	-0.0133	-0.0111
Si	0.0142	0.011	0.0029
Si	-0.0025	0.0052	0.0057
Si	-0.0033	0.0101	-0.0109
Si	-0.0043	-0.0004	-0.0131
Si	-0.0024	-0.0141	0.0062
Si	-0.0063	-0.0095	-0.0052
Si	-0.0048	0.0033	-0.0008
Si	0.0042	0.0051	-0.0037
Si	-0.0012	0.0064	-0.0037
Si	0.0012	0.0014	0.0003
Si	-0.0059	-0.0001	0.005
Si	0.004	-0.0025	0.0069
Si	-0.0934	0.1428	0.3837
Si	0.0456	0.1054	-0.1249
Si	0.0588	0.1445	-0.1357
Si	-0.0035	0.0031	-0.0788
Si	-0.0275	-0.0166	0.0164
Si	0.0439	0.004	-0.0523
Si	0.0091	-0.0377	-0.1715
Si	-0.0125	0.0551	0.1375
Si	-0.0136	0.0592	-0.0689
Si	-0.1329	-0.047	-0.0957
Si	0.0048	0.0408	0.1708
Si	0.1148	0.0205	0.0688
Si	0.0184	0.0821	0.0046
Si	-0.0093	-0.046	0.0189
Si	-0.0186	0.0761	0.0328
Si	0.0102	0.041	0.0236
Si	0.0048	-0.0107	-0.0461
Si	-0.0139	-0.0901	-0.0412
Si	-0.0104	0.0553	-0.052
Si	-0.0116	0.0681	0.0005
Si	0.0169	0.0485	-0.0114
Si	-0.0231	-0.0059	0.0163
Si	0.0104	-0.0137	0.0698
Si	-0.0043	-0.1384	0.0205
Si	-0.0541	-0.0689	0.0476
Si	0.0399	-0.0328	-0.196
Si	-0.0087	-0.0566	-0.0073
Si	-0.0297	-0.098	-0.1048
Si	0.0452	-0.0815	0.2448
Si	-0.0282	-0.0277	0.0108
Si	0.0553	0.0107	-0.1242
Si	-0.0311	-0.0257	0.1925
Si	-0.0306	0.0464	0.2353
Si	-0.0143	-0.0505	0.0854
Si	-0.0347	-0.0477	-0.1034
Si	0.0203	-0.0258	0.2451
Si	0.0008	-0.0071	-0.0068
Si	0.0041	0.0058	-0.0093
Si	0.005	-0.0089	-0.0056
Si	0.0069	-0.0035	-0.0096
Si	-0.0091	0.0004	-0.0062
Si	-0.0051	0.0009	-0.0024
Si	-0.0006	0.009	0.0041
Si	-0.0001	0.0098	0.0081
Si	0.0065	0.0095	0.0047
Si	-0.0062	0.0003	0.0143
Si	0.0024	-0.0083	0.0057
Si	0.0021	-0.0195	0
Si	-0.0128	0.0057	0.0064
Si	0.0274	-0.0064	0.0092
Si	0.0109	0.0002	0.0076
Si	0.0023	0.0049	0.0197
Si	-0.0085	0.025	0.0164
Si	-0.0207	0.0089	0.0301
Si	0.0206	-0.0179	0.0075
Si	-0.0027	-0.011	0.0207
Si	0.0072	-0.0028	0.0296
Si	-0.024	0.0076	0.0127
Si	-0.017	0.011	0.0123
Si	0.0067	0.0017	0.0044
Si	-0.0162	0.0305	-0.0212
As	0.0087	0.0011	0
Si	0.0065	0.0217	-0.0099
As	0.0008	-0.0121	0.0008
As	-0.0098	-0.0043	-0.0136
Si	0.0051	-0.0327	-0.0042
Si	-0.0025	0.0006	-0.0158
Si	0.0033	0.0005	-0.025
Si	0.0051	0.008	-0.0277
Si	-0.0016	-0.0034	-0.0138
Si	0.0103	-0.0028	-0.0107
Si	-0.0076	0.0037	-0.0256
O	0.0065	-0.0148	0.0108
O	-0.0081	-0.0004	0.0086
O	-0.0019	0.0001	0.0073
O	0.0007	-0.0233	0.019
O	0.0166	-0.0053	0.0211
O	0.0028	-0.0038	0.0097
O	0.009	-0.0066	0.0207
O	-0.0027	0.0137	0.005
O	0.0105	0.0012	0.0213
O	-0.0065	-0.0113	-0.0128
O	-0.0107	-0.0286	-0.0183
O	-0.0068	0.0037	-0.0152
O	0	0.0177	-0.0246
O	-0.0038	0.0322	-0.0425
O	0.0037	-0.0158	-0.0107
O	0.0271	0.0126	-0.01
O	0.0005	-0.0088	-0.0251
O	-0.0103	0.0133	-0.0161
Si	-0.0015	-0.0088	0.0019
Si	0.0006	0.001	-0.0009
Si	0.013	-0.0078	0.0048
Si	-0.0079	-0.0032	0.0054
Si	-0.0028	0.001	0.0018
Si	0.0074	0.0046	-0.0108
Si	0.0037	-0.0023	0.0005
Si	0.0013	0.0046	0.0048
Si	0.0108	-0.001	0.0051
Si	-0.0142	-0.0022	-0.0026
Si	0.0113	0.0054	0.0128
Si	-0.0065	0.0108	-0.0106
Si	0.0073	0.0001	-0.0036
Si	0.0043	0.0029	0.0029
Si	0.0006	0.0069	0.004
Si	0.0046	0.0022	0.0069
Si	-0.0044	-0.002	-0.0042
Si	-0.0021	-0.004	-0.0046
Si	0.0021	-0.0032	-0.0074
Si	-0.0006	-0.0077	-0.0065
Si	0.0045	0.0079	0.0038
Si	0	0.0024	-0.0013
Si	0.0054	0.0046	0.0002
Si	0.0003	0.0011	0.0021
Si	-0.0003	-0.0028	-0.001
Si	-0.0001	0.0033	-0.0082
Si	0.0004	-0.0021	-0.0165
Si	-0.0025	0.0025	-0.0032
Si	0.0002	-0.0006	-0.0148
Si	0.0044	-0.0063	0.0208
Si	-0.0003	-0.0007	-0.0019
Si	0.0023	0.005	-0.0079
Si	-0.0114	0.0067	-0.0144
Si	-0.0047	0.0068	0.0045
Si	0.0029	0.0047	-0.0032
Si	-0.0024	0.0076	-0.01
Si	-0.0031	-0.0059	0.0016
Si	0.0081	0.0113	0.0143
Si	0.0009	0.0002	-0.0013
O	0.0004	-0.0015	-0.008
O	-0.0072	0.0055	-0.0017
O	-0.0006	0.0027	-0.0048
O	-0.0081	0.0063	-0.008
O	0	-0.0022	-0.0045
O	-0.0118	-0.0053	0.0051
O	0.0015	-0.0081	-0.0075
O	0.0003	-0.0046	-0.0031
O	0.0015	-0.002	-0.0065
O	0.0031	-0.0026	-0.0053
O	0.0041	-0.0014	-0.0067
O	0.0073	0.002	-0.0024
O	0.0004	0.0008	-0.009
O	0.0108	0.005	-0.0025
O	0.0061	-0.0019	-0.0055
O	-0.0063	0.005	-0.0065
O	-0.0077	0.0064	0.0001
O	-0.0017	-0.0036	-0.0006
O	-0.0038	-0.0022	-0.001
O	-0.0096	0.0101	0.0038
O	0.002	-0.0021	-0.0064
O	0.0014	0.0038	0.0018
O	-0.0045	-0.0075	-0.0124
O	0.0011	0.0006	-0.0053
O	-0.003	0.0062	-0.0127
O	0	0.0054	-0.0047
O	-0.0078	-0.0147	-0.0135
O	0.001	-0.0013	-0.006
O	0.0083	0.0052	-0.0098
O	0.0005	-0.0033	-0.0044
O	-0.0019	-0.0039	-0.0037
O	0.0015	0.0016	-0.0048
O	0.0029	-0.0047	-0.009
O	0.0006	-0.0074	-0.0035
O	-0.0008	-0.0002	-0.0047
O	0.0022	0.0049	-0.0073
O	0.0038	-0.008	-0.0075
O	0.0009	-0.0118	-0.0079
O	-0.002	0.0007	-0.005
O	-0.0205	0.0222	-0.0207
O	0.0021	-0.0004	-0.0066
O	0.0005	-0.0009	-0.0147
O	0.003	-0.002	-0.0065
O	-0.0048	0	-0.0047
O	0.0004	-0.0007	-0.0033
O	0.0007	0.0006	0.0067
O	-0.0024	0.0094	-0.0088
O	0.0024	-0.0033	-0.0013
O	0.0036	-0.0029	-0.0072
O	0.0053	-0.0082	-0.0057
O	0.005	-0.0033	0.0018
O	0.0108	0.0005	0.0016
O	-0.0013	-0.0024	-0.0037
O	0	-0.0004	-0.0015
O	-0.0028	0.0002	0.002
O	0.0058	-0.0029	-0.0009
O	0.0114	-0.0006	-0.0004
O	0.0054	0.0032	-0.0153
O	-0.0108	-0.0145	-0.0077
O	-0.0004	-0.0017	-0.0072
O	0.0026	0.0015	-0.0035
O	0.0058	-0.0052	0.0016
O	0.0024	0.0002	-0.004
O	0.0045	-0.0021	-0.0001
O	0.0148	-0.0093	0.0137
O	0.0068	0.0078	-0.0131
O	-0.0019	0.0034	-0.0074
O	-0.0042	-0.0084	-0.0052
O	-0.0016	-0.0038	0.0001

The program warned: the cutoff lies below the one the program advises for these potential files; the forces do not sum to zero within the program's tolerance; the exchange-correlation potential is rough where the density is thin.
